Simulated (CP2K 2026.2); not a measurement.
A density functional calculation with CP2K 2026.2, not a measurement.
Periodic cell of 534 atoms, Si358O176, from a study of silicon, its oxide and their interface. The atomic structure is a simulated model.
Doubt: the forces sum to 2.83 eV/angstrom along one axis rather than to zero, so they err by at least 0.0053 eV/angstrom per atom on average; the grid cutoff is modest.

Settings: functional PBE; method Gaussian and plane waves; basis set DZVP-MOLOPT-SR-GTH; pseudopotentials GTH-PBE; grid cutoff 400 Ry, relative cutoff 50 Ry; k points Gamma only; occupations fixed; spin none; net charge 0.

Cell vectors (angstrom)
a	16.4025	0	0
b	0	16.4025	0
c	0	0	35.772

Atoms and the computed forces on them: element, x, y, z (angstrom), force x, y, z (eV/angstrom)
Si	0.31	-0.272	0.021	-0.382	-0.298	0.12
Si	2.647	2.462	-0.448	0.197	-0.101	0.438
Si	0.227	5.498	-0.215	-0.116	0.056	0.236
Si	3.062	8.202	-0.028	-0.14	0.29	0.103
Si	-0.525	11.373	0.199	-0.33	-0.071	0.215
Si	2.668	14.112	-0.411	-0.3	-0.086	0.485
Si	5.607	-0.425	-0.251	0.358	0.204	0.426
Si	7.698	2.8	-0.281	0.443	0.096	-0.087
Si	5.818	5.318	-0.041	-0.11	-0.03	0.694
Si	8.156	7.909	0.145	0.048	-0.372	0.294
Si	6.16	10.951	-0.024	-0.38	0.507	0.538
Si	7.921	13.898	0.322	-0.069	0.015	0.367
Si	10.906	-0.353	-0.233	0.245	0.519	0.146
Si	13.282	2.561	-0.125	0.146	-0.186	0.143
Si	10.696	5.926	0.205	0.114	-0.008	0.477
Si	12.949	8.596	0.142	0.241	-0.255	0.59
Si	10.776	10.737	0.198	-0.272	-0.733	0.105
Si	14.217	13.065	0.162	-0.008	-0.214	-0.189
Si	1.554	1.216	1.322	-0.152	0.229	-0.102
Si	3.942	4.126	1.003	0.086	-0.069	-0.352
Si	1.512	6.884	1.258	0.051	-0.086	-0.012
Si	4.452	9.554	1.296	0.158	-0.032	-0.27
Si	1.267	12.103	1.494	0.039	0.063	0.027
Si	4.075	15.023	1.264	-0.161	-0.168	-0.268
Si	6.505	1.35	1.082	-0.139	-0.23	-0.213
Si	9.761	4.054	1.387	0.034	0.35	-0.048
Si	6.758	6.738	1.606	-0.172	0.264	-0.031
Si	9.356	9.517	1.58	0.169	-0.041	0.025
Si	6.841	12.35	1.693	0.278	-0.062	-0.073
Si	9.345	15.39	1.333	-0.871	0.271	0.122
Si	12.22	1.121	1.333	-0.114	-0.263	-0.086
Si	15.082	3.941	1.012	0.121	-0.098	-0.054
Si	12.247	6.897	1.619	0.009	0.173	-0.269
Si	14.839	9.612	1.381	-0.295	-0.094	-0.322
Si	12.357	12.068	1.236	0.614	0.114	0.134
Si	15.11	14.881	1.35	0.298	0.18	0.061
Si	0.053	2.646	2.551	-0.114	0.13	-0.104
Si	2.831	-0.05	2.765	0.029	-0.097	0.133
Si	0.012	8.187	2.611	-0.281	0.114	-0.075
Si	2.77	5.447	2.618	0.012	0.153	0.011
Si	0.072	13.647	2.841	0.085	0.04	-0.007
Si	2.841	10.805	2.681	0.01	0.119	0.024
Si	5.262	2.735	2.532	-0.041	0.193	-0.094
Si	7.912	0.283	2.651	0.213	0.051	-0.247
Si	5.494	8.202	2.885	0.082	-0.178	0.027
Si	8.204	5.335	2.809	0.307	-0.25	-0.037
Si	5.322	13.68	2.807	-0.102	0.006	-0.02
Si	8.156	10.933	2.992	0.156	0.005	-0.079
Si	11.033	2.656	2.772	0.038	0.055	-0.006
Si	13.71	-0.135	2.703	0.016	0.048	-0.158
Si	10.831	8.194	2.957	-0.262	-0.09	0.087
Si	13.777	5.372	2.623	0.034	0.052	-0.122
Si	10.962	13.716	3.152	-0.235	0.472	0.04
Si	13.607	10.918	2.939	-0.256	0.155	-0.213
Si	1.366	4.073	3.983	-0.051	-0.015	-0.073
Si	4.108	1.385	4.114	-0.042	-0.045	-0.158
Si	1.404	9.498	4.061	-0.004	-0.14	-0.043
Si	4.081	6.773	4.115	0.046	0.039	0.003
Si	1.429	15.027	4.164	-0.016	-0.001	-0.053
Si	4.032	12.248	4.162	0.075	0.026	-0.125
Si	6.735	3.981	4.071	0.056	0.201	-0.28
Si	9.508	1.404	4.105	0.087	-0.14	-0.096
Si	6.827	9.521	4.294	-0.084	0.171	0.001
Si	9.523	6.722	4.254	0.053	0.073	-0.24
Si	6.769	15.099	4.084	0.131	-0.065	-0.198
Si	9.595	12.232	4.319	-0.104	-0.135	0.011
Si	12.405	4.055	4.095	0.07	-0.108	-0.065
Si	15.088	1.321	4.017	-0.008	-0.053	-0.053
Si	12.255	9.537	4.29	-0.02	-0.025	-0.12
Si	15.085	6.795	4.03	0.048	-0.101	-0.047
Si	12.494	15.006	4.301	0.118	-0.044	0.055
Si	15.081	12.292	4.205	-0.07	-0.068	-0.053
Si	0.034	0.001	10.987	-0.031	-0.003	-0.006
Si	2.743	2.731	11.001	-0.008	0.009	-0.002
Si	0.042	5.477	10.99	-0.01	-0.022	-0.014
Si	2.759	8.217	11.003	-0.017	-0.034	0.007
Si	0.055	10.95	10.995	-0.031	-0.028	-0.004
Si	2.768	13.673	11.015	-0.007	0.003	0.003
Si	5.452	-0.011	10.992	0.014	0.019	-0.007
Si	8.185	2.713	10.967	0.015	0.02	-0.005
Si	5.458	5.471	10.983	0.003	0.025	-0.01
Si	8.201	8.218	10.977	0.016	0.009	0
Si	5.468	10.94	11.007	0.009	-0.009	0.005
Si	8.194	13.656	10.995	0.04	-0.01	0.01
Si	10.952	-0.012	10.968	0.005	0.01	0
Si	13.714	2.731	10.978	-0.014	-0.03	-0.01
Si	10.953	5.472	10.967	-0.048	0.044	-0.022
Si	13.718	8.207	10.979	-0.009	-0.026	-0.018
Si	10.955	10.951	10.972	-0.005	0.006	0
Si	13.706	13.672	10.972	-0.046	-0.012	0.011
Si	1.399	1.351	12.377	-0.04	0.009	-0.005
Si	4.096	4.116	12.367	0.038	-0.008	-0.009
Si	1.395	6.86	12.363	0.015	0.019	-0.009
Si	4.103	9.596	12.393	0.001	-0.023	-0.014
Si	1.413	12.313	12.391	0.026	0.025	0
Si	4.118	15.031	12.404	0.022	0.013	0.021
Si	6.81	1.356	12.345	-0.017	-0.026	-0.015
Si	9.553	4.108	12.293	0.047	-0.021	-0.024
Si	6.809	6.866	12.336	0.036	-0.029	-0.019
Si	9.561	9.611	12.339	0.029	-0.031	0.005
Si	6.825	12.306	12.39	-0.002	-0.027	0
Si	9.575	15.027	12.333	0.018	-0.014	-0.018
Si	12.35	1.336	12.314	-0.024	0.009	-0.004
Si	15.085	4.101	12.345	0.009	0.064	-0.007
Si	12.319	6.861	12.321	0.013	-0.024	-0.002
Si	15.094	9.582	12.341	-0.053	0.043	-0.005
Si	12.327	12.323	12.339	0.026	0.028	0.008
Si	15.086	15.02	12.35	-0.022	0.021	-0.002
Si	0.039	2.729	13.731	0	-0.041	0.026
Si	2.749	-0.008	13.783	0.02	-0.021	0.005
Si	0.077	8.264	13.735	0	-0.114	0.022
Si	2.756	5.511	13.742	-0.073	0.007	0.012
Si	0.068	13.699	13.754	-0.079	0.012	-0.001
Si	2.763	10.964	13.798	-0.028	0.012	0.039
Si	5.446	2.725	13.719	0.015	0.035	0.031
Si	8.16	-0.047	13.677	0.05	0.039	-0.007
Si	5.482	8.24	13.75	0.004	-0.005	0.015
Si	8.164	5.464	13.655	-0.023	0.109	0.018
Si	5.457	13.648	13.793	0.049	0.022	0.018
Si	8.209	10.962	13.762	0.002	0.006	0.054
Si	10.953	2.731	13.588	-0.023	0.018	-0.015
Si	13.705	-0.035	13.709	0.035	0.007	0.067
Si	10.952	8.253	13.673	-0.034	0.017	0.037
Si	13.718	5.511	13.659	-0.053	-0.001	-0.001
Si	10.958	13.694	13.716	-0.028	-0.002	0.06
Si	13.739	10.976	13.676	0.028	-0.135	-0.026
Si	1.39	4.132	15.093	0.051	0.058	0.061
Si	4.093	1.388	15.143	0.037	0.013	0.071
Si	1.413	9.611	15.191	-0.037	0.024	0.072
Si	4.102	6.902	15.125	0.034	-0.01	0.019
Si	1.417	15.03	15.199	-0.006	0.033	-0.005
Si	4.099	12.314	15.23	0.039	-0.035	0.036
Si	6.794	4.122	15.055	0.008	-0.096	0.03
Si	9.562	1.369	14.897	0.049	-0.047	0.023
Si	6.838	9.6	15.154	0.016	-0.046	0.042
Si	9.535	6.861	14.962	-0.014	-0.045	-0.015
Si	6.835	15.017	15.138	-0.073	0.001	0.059
Si	9.567	12.377	15.113	0.012	-0.047	-0.046
Si	12.331	4.093	14.92	0.018	0.026	-0.026
Si	15.085	1.322	15.077	-0.016	0.02	-0.03
Si	12.337	9.651	15.016	0.085	0.143	-0.029
Si	15.066	6.909	15.033	0.047	0.005	-0.047
Si	12.344	15.019	15.115	-0.018	0.022	0.109
Si	15.127	12.295	15.077	-0.079	0.092	0.056
Si	0.068	0.041	16.54	-0.106	0.04	0.113
Si	2.755	2.811	16.527	-0.02	0.026	-0.057
Si	-0.02	5.515	16.395	0.15	0.057	0.105
Si	2.823	8.291	16.579	-0.094	-0.108	0.126
Si	0.065	11.016	16.571	0.033	-0.064	0.047
Si	2.723	13.653	16.655	0.056	0.028	0.174
Si	5.445	-0.022	16.496	0.022	0.042	0.164
Si	8.228	2.699	16.272	0.014	0.008	0.165
Si	5.41	5.47	16.457	0.064	0.113	0.056
Si	8.221	8.162	16.436	-0.077	0.07	0.116
Si	5.507	10.965	16.611	-0.042	-0.004	-0.018
Si	8.204	13.692	16.567	0.026	-0.031	0.071
Si	10.886	0.077	16.324	-0.005	0.146	-0.123
Si	13.654	2.724	16.301	0.032	0.008	0.126
Si	10.947	5.475	16.194	0.043	-0.035	0.07
Si	13.74	8.34	16.361	-0.065	0.01	0.099
Si	11.02	11.055	16.4	-0.048	-0.146	0.037
Si	13.762	13.601	16.47	0.261	-0.039	-0.052
Si	1.358	1.529	17.928	-0.014	-0.033	-0.202
Si	4.094	4.171	17.959	-0.136	0.178	0.123
Si	1.334	6.892	17.794	0.027	-0.027	-0.254
Si	4.213	9.623	18.106	0.04	-0.159	-0.14
Si	1.445	12.239	18.152	-0.188	0.027	-0.048
Si	4.083	15.077	18.008	0.007	0.065	-0.257
Si	6.908	1.379	17.729	0.02	-0.018	-0.118
Si	9.671	4.047	17.546	0.031	-0.094	-0.016
Si	6.838	6.74	17.824	-0.076	0.083	-0.204
Si	9.695	9.587	17.652	0.013	0.214	-0.26
Si	6.876	12.309	18.027	-0.099	0.12	-0.035
Si	9.579	15.196	17.792	0.066	0.013	0.014
Si	12.288	1.396	17.68	0.017	-0.007	0.085
Si	14.971	4.101	17.67	-0.029	-0.06	-0.286
Si	12.313	6.87	17.474	-0.036	0.069	-0.205
Si	14.967	9.753	17.884	-0.11	0.087	-0.022
Si	12.328	12.361	17.92	0.049	-0.002	0.168
Si	15.155	14.958	17.848	0.084	-0.311	-0.059
Si	-0.197	2.847	19.212	-0.162	0.057	0.242
Si	2.815	0.287	19.294	0.06	0.28	-0.201
Si	-0.033	8.324	19.063	0.094	0.102	0.05
Si	2.461	5.48	19.299	-0.027	0.05	0.068
Si	-0.013	13.591	19.502	0.139	0.345	0.111
Si	2.855	10.891	19.665	0.064	0.09	0.228
Si	5.72	2.836	19.115	-0.044	-0.271	0.152
Si	8.332	0.176	19.237	-0.29	-0.065	0.032
Si	5.657	8.143	19.347	-0.112	-0.157	0.413
Si	8.3	5.271	18.934	0.125	-0.173	0.26
Si	5.552	13.828	19.411	-0.111	-0.118	0.04
Si	8.321	10.748	19.101	0.218	-0.365	-0.048
Si	10.972	2.814	19.096	0.133	0.226	0.055
Si	13.288	-0.423	18.799	-0.019	0.232	-0.292
Si	11.041	8.156	18.902	0.092	-0.089	0.249
Si	13.538	5.504	18.841	-0.116	-0.098	0.128
Si	11.443	14.376	18.922	0.012	-0.094	0.316
Si	13.522	10.938	19.493	-0.001	-0.146	0.172
Si	0.58	4.634	20.572	-0.002	-0.032	0.093
Si	4.543	1.348	20.454	0.205	0.358	0.241
Si	1.375	9.316	20.691	-0.166	-0.216	0.129
Si	3.295	6.85	20.999	0	-0.124	-0.331
Si	1.469	14.755	21.153	-0.775	-0.463	-0.039
Si	4.28	13.164	21.332	0.234	0.017	-0.428
Si	7.603	3.54	20.406	-0.372	0.519	-0.101
Si	9.407	1.819	20.528	0.388	-0.238	-0.189
Si	7.568	8.9	20.451	-0.24	0.094	-0.307
Si	9.728	6.663	20.078	0.041	-0.166	0.207
Si	6.734	15.47	20.578	0.122	0.213	0.359
Si	8.829	10.878	21.845	-0.114	0.228	0.556
Si	12.009	4.567	20.376	-0.129	0.149	0.086
Si	14.26	0.629	20.613	-0.184	0.013	-0.639
Si	12.459	8.925	20.627	0.287	0.026	-0.181
Si	14.844	6.912	20.078	-0.053	0.046	0.367
Si	11.858	14.574	21.223	-0.459	0.081	-0.488
Si	14.476	12.757	20.813	0.142	-0.33	-0.234
Si	-0.098	0.782	24.235	0.051	-0.029	-0.048
Si	-0.218	8.663	29.623	0.13	-0.075	-0.122
Si	-2.526	8.703	24.606	-0.018	-0.315	0.229
Si	1.809	5.679	25.637	0.036	0.027	-0.049
Si	-1.762	12.809	23.162	0.047	-0.209	-0.021
Si	-0.187	15.447	22.671	0.37	0.098	0.509
Si	4.403	2.338	23.405	0.077	0.003	0.013
Si	6.696	4.193	23.336	-0.063	-0.034	0.264
Si	5.691	1.367	30.312	0.136	-0.024	-0.208
Si	9.239	10.118	25.795	-0.065	0.016	0.156
Si	6.371	14.361	23.381	0.077	0.016	0.019
Si	10.57	9.908	22.998	0.023	-0.214	-0.184
Si	11.728	0.399	22.194	0.166	-0.203	0.122
Si	13.142	1.42	24.692	0.174	0.174	0.052
Si	13.458	4.156	23.2	0.03	0.142	0.047
Si	16.392	8.245	25.615	0.012	-0.401	-0.028
Si	15.954	10.029	23.25	0.048	-0.444	0.252
Si	11.566	12.699	23.575	-0.251	0.437	0.386
Si	0.259	3.831	23.483	-0.021	0.048	0.236
Si	4.222	1.61	27.576	0.127	0.156	-0.006
Si	-0.907	6.598	31.527	-0.088	0.059	-0.24
Si	4.775	7.588	27.966	-0.05	-0.098	0.025
Si	4.006	7.079	33.097	-0.01	0.132	-0.422
Si	2.494	9.52	28.551	-0.097	-0.02	0.067
Si	8.937	5.556	24.954	-0.005	0.008	-0.018
Si	11.872	6.423	24.674	-0.144	-0.156	0.145
Si	7.599	7.553	26.695	0.014	-0.067	-0.055
Si	10.606	11.398	28.309	-0.009	0.13	0.054
Si	4.575	16.271	25.22	0.125	0.149	0.07
Si	8.653	12.612	24.288	0.035	0.105	0.328
Si	18.161	3.31	30.234	-0.044	0.068	-0.189
Si	20.387	5.253	23.7	0.027	0.012	0.18
Si	13.026	2.346	27.609	0.082	0.014	0.188
Si	14.581	10.819	30.723	-0.202	0.097	-0.131
Si	12.411	12.773	30.07	0.137	0.196	-0.148
Si	17.571	17.096	27.02	-0.079	0.152	0.027
Si	8.638	3.889	32.885	0.077	-0.179	-0.087
Si	3.215	-2.465	26.83	0.149	-0.043	0.118
Si	-3.749	9.461	29.164	-0.122	-0.125	0.01
Si	3.498	4.591	27.987	-0.056	-0.003	-0.103
Si	8.147	13.319	29.245	-0.008	0.141	-0.019
Si	10.154	-0.658	32.615	0.133	0.113	-0.101
Si	5.534	12.486	28.192	-0.024	0.087	-0.115
Si	13.916	1.262	30.191	-0.079	-0.202	-0.087
Si	5.932	12.305	30.942	0.05	0.029	-0.078
Si	4.356	12.414	33.547	-0.015	-0.065	-0.261
Si	15.854	2.631	28.543	-0.047	-0.013	0.014
Si	18.164	0.419	31.278	0.041	0.101	-0.238
Si	11.977	5.162	27.606	0.031	-0.02	0.067
Si	13.895	6.801	29.152	-0.043	-0.037	-0.036
Si	10.726	12.571	32.605	0.14	0.202	-0.304
Si	16.278	10.207	33.201	-0.092	0.148	-0.256
Si	4.271	0.884	33.052	0.027	0.026	-0.17
Si	8.283	-0.092	30.206	0.009	-0.11	-0.153
Si	2.713	9.764	33.138	-0.067	-0.053	-0.191
Si	6.743	6.319	33.812	0.073	0	-0.027
Si	0.128	18.144	33.562	0.069	-0.116	-0.129
Si	0.906	12.196	27.564	0.003	-0.056	0.115
Si	8.179	2.869	29.88	0.067	-0.138	-0.071
Si	12.852	-1.093	31.537	-0.067	-0.036	0.006
Si	5.131	9.946	29.547	0.144	0.139	0.033
Si	13.843	2.809	32.85	-0.201	-0.156	-0.388
Si	9.014	11.479	34.59	-0.017	0.292	-0.075
Si	14.871	10.348	26.934	-0.114	-0.096	0.106
Si	11.632	4.352	33.953	-0.043	0.138	-0.312
Si	14.922	7.527	34.202	-0.266	-0.12	-0.18
Si	17.958	5.188	32.528	-0.191	-0.045	-0.325
Si	9.133	5.243	27.916	0.004	-0.035	0.079
Si	17.849	14.789	28.931	-0.006	0.027	0.111
Si	12.882	13.823	34.217	0.412	0.104	-0.02
O	-0.471	0.646	34.636	-0.208	0.131	-0.047
O	3.029	0.158	32.28	0.153	-0.09	0.401
O	3.797	1.947	34.225	-0.209	0.431	0.098
O	5.193	-0.15	33.926	-0.282	-0.144	0.241
O	-2.988	8.002	34.458	0.19	0.054	-0.135
O	-0.927	6.706	35.484	0.012	0.198	-0.125
O	3.889	7.133	34.743	-0.118	-0.038	0.353
O	2.405	9.334	34.695	-0.265	0.028	0.258
O	-6.38	15.05	38.59	-0.022	-0.388	0.226
O	0.066	11.249	34.427	0.284	-0.206	0.137
O	3.429	13.696	33.959	0.343	0.125	-0.211
O	1.387	15.109	35.006	0.241	-0.137	0.259
O	6.789	-1.565	35.319	0.215	-0.016	0.049
O	8.796	1.352	29.549	-0.1	0.025	0.117
O	8.917	-0.139	31.71	0.12	-0.137	0.253
O	7.864	2.787	33.84	-0.065	-0.241	0.289
O	7.126	4.273	35.923	0.034	-0.385	0.203
O	9.209	2.813	36.15	-0.074	0.021	0.145
O	9.478	6.968	35.716	0.112	0.025	-0.258
O	7.431	7.734	34.39	-0.015	-0.078	-0.136
O	5.146	11.912	34.869	0.369	-0.283	-0.103
O	7.462	12.847	30.668	-0.039	0.094	0.063
O	5	12.892	29.707	0.001	-0.174	0.23
O	8.717	13.068	34.919	0.015	-0.315	-0.124
O	10.034	-0.032	34.136	-0.098	0.108	0.048
O	12.063	-1.423	35.068	0.046	0	-0.18
O	13.414	1.843	34.11	0.086	0.013	0.547
O	11.982	3.571	35.368	-0.002	-0.003	-0.173
O	14.018	-0.184	30.906	0.216	0.247	-0.231
O	11.413	5.871	34.463	-0.258	0.093	-0.049
O	11.928	3.538	27.467	-0.117	-0.112	0.1
O	14.896	6.458	33.002	0.019	0.018	0.072
O	11.691	9.489	35.349	0.071	0.236	0.015
O	11.303	13.323	37.351	0.273	-0.15	0.423
O	18.541	12.701	35.98	-0.011	0.089	-0.103
O	13.453	14.473	32.807	-0.077	-0.066	-0.085
O	3.221	6.057	24.894	-0.015	0.16	0.06
O	-0.542	5.854	20.913	0.14	-0.289	-0.023
O	4.038	2.132	21.828	-0.259	-0.094	-0.085
O	3.561	3.673	23.857	-0.238	0.093	-0.108
O	2.259	8.083	21.395	0.057	0.083	-0.167
O	0.376	9.993	21.848	0.101	0.325	-0.082
O	5.616	5.335	23.819	0.036	0.058	0.14
O	3.513	5.899	22.296	0.124	0.037	-0.156
O	2.899	14.04	21.596	-0.302	-0.012	0.109
O	-1.204	16.1	21.549	-0.127	-0.129	-0.22
O	5.215	13.35	22.703	0.03	0.036	0.05
O	3.764	11.643	20.92	-0.232	-0.426	-0.169
O	7.932	6.803	25.278	0.148	0.12	-0.217
O	4.765	7.418	20.568	0.111	0.042	-0.301
O	10.285	1.144	21.838	-0.315	0.198	0.107
O	6.956	4.297	21.741	0.222	-0.131	-0.105
O	7.468	13.725	24.44	-0.122	-0.114	-0.075
O	7.477	9.899	21.792	0.092	0.147	-0.16
O	10.824	5.659	20.93	-0.04	0.08	-0.176
O	8.639	7.674	20.908	-0.044	0.202	-0.076
O	3.917	17.43	24.249	0.03	-0.003	0.032
O	5.574	16.584	21.026	0.008	-0.308	-0.144
O	8.466	12.189	22.733	-0.1	0.082	-0.186
O	13.147	13.042	23.93	0.063	0.004	-0.07
O	12.899	4.058	21.672	-0.145	-0.165	0.06
O	12.913	2.946	24.142	-0.144	-0.038	0.079
O	12.963	1.197	21.44	-0.195	0.659	0.567
O	15.13	1.912	20.081	-0.066	-0.189	0.109
O	16.866	9.236	24.384	0.113	0.309	-0.2
O	13.668	7.789	20.933	0.247	0.202	-0.043
O	14.496	9.233	23.175	0.102	0.141	-0.153
O	14.944	7.579	25.195	-0.182	0.049	-0.235
O	11.634	11.099	23.368	0.322	-0.313	-0.194
O	11.127	13.49	22.214	0.247	-0.151	-0.092
O	18.169	16.245	20.522	0.344	-0.204	-0.06
O	13.418	14.071	20.916	0.227	-0.078	0.17
O	0.491	2.252	23.803	0.053	-0.071	-0.106
O	0.811	0.268	25.497	0.174	-0.363	0.009
O	2.946	4.123	29.454	0.073	-0.229	0.416
O	0.839	4.763	24.703	-0.274	-0.177	-0.274
O	-1.322	4.158	23.281	-0.056	0.213	-0.273
O	-0.509	8.139	31.145	0.205	-0.131	0.037
O	4.382	5.986	28.142	-0.014	0.081	0.164
O	1.055	7.09	25.977	0.038	0.142	0.299
O	-0.791	11.568	23.689	-0.172	0.162	0.047
O	-0.924	14.191	23.462	0.136	0.046	-0.027
O	0.353	18.454	27.343	-0.147	0.038	-0.297
O	1.863	13.039	26.477	0.144	0.022	0.037
O	7.211	-1.449	22.098	0.277	-0.142	-0.156
O	3.499	-6.315	29.714	0.121	0.034	0.231
O	9.283	4.772	26.35	-0.138	-0.228	-0.194
O	8.14	4.463	24.04	-0.002	-0.156	-0.195
O	8.193	6.601	27.919	0.087	0.032	-0.036
O	6.652	0.031	30.319	-0.231	-0.159	-0.079
O	10.321	10.861	26.796	0.181	-0.148	-0.106
O	8.346	9.019	26.627	0.254	0.104	0.123
O	10.248	13.039	24.563	0.185	-0.041	0.125
O	8.29	11.351	25.276	-0.206	0.013	-0.277
O	9.95	9.41	24.477	0.057	0.073	-0.122
O	5.7	15.53	24.312	0.084	-0.137	-0.048
O	9.2	-4.905	20.356	-0.269	-0.457	-0.115
O	14.706	0.961	24.581	-0.304	0.153	0.032
O	12.116	0.463	23.824	-0.082	-0.013	-0.056
O	18.61	4.913	27.022	-0.005	0.039	-0.124
O	12.894	5.563	23.777	-0.058	0.199	-0.32
O	12.408	7.989	24.573	-0.189	0.105	-0.021
O	12.835	1.416	28.959	0.02	-0.116	0.064
O	16.085	9.221	26.9	-0.068	0.031	0.247
O	13.969	12.272	30.272	-0.008	0.04	0.122
O	13.667	10.145	28.049	0.198	0.205	0.051
O	16.757	20.079	29.427	-0.124	0.135	-0.041
O	11.499	8.956	22.001	-0.173	-0.242	0.29
O	1.039	4.126	22.081	0.272	-0.035	-0.091
O	2.719	1.097	27.241	-0.153	-0.233	0.02
O	4.324	3.266	27.405	0.268	0.082	-0.031
O	4.6	1.199	29.113	-0.21	0.034	0.186
O	1.816	3.725	31.823	-0.111	-0.16	0.077
O	1.34	8.554	29.192	-0.154	-0.164	0.064
O	5.426	8.342	29.305	-0.138	0.182	0.171
O	5.606	10.833	28.215	-0.12	-0.138	0.091
O	7.023	13.177	28.046	0.021	0.128	-0.009
O	0.535	17.253	32.254	-0.15	0.019	0.195
O	5.154	17.139	26.518	0.167	-0.014	-0.175
O	4.555	13.004	27.002	0.038	0.001	-0.121
O	6.008	2.716	23.652	-0.148	-0.151	0.103
O	8.527	3.99	28.759	0.014	0.163	-0.228
O	10.303	6.147	24.242	0.08	0.113	0.027
O	16.905	5.814	31.447	0	0.075	0.262
O	5.975	7.692	26.848	0.089	0.221	-0.277
O	11.122	10.028	29.082	0.104	-0.247	-0.123
O	7.871	5.334	33.079	-0.071	0.342	0.073
O	13.98	10.048	25.571	-0.055	0.226	-0.003
O	3.431	8.511	27.605	0.118	0.132	-0.263
O	5.869	10.645	30.843	-0.013	-0.007	-0.003
O	15.415	17.879	29.61	0.086	-0.003	0.18
O	12.373	14.371	30.294	0.06	-0.157	0.083
O	18.399	1.68	30.23	-0.093	-0.096	-0.056
O	14.485	3.108	27.785	0.153	0.137	-0.008
O	15.243	7.639	28.715	0.17	-0.037	0.219
O	19.921	-1.307	25.706	-0.054	-0.095	-0.163
O	13.414	5.556	28.257	0.082	0.061	-0.191
O	11.956	5.979	26.219	0.207	0.208	0.069
O	15.767	11.749	27.08	-0.146	-0.122	-0.072
O	15.772	10.262	29.709	-0.106	-0.091	0.058
O	13.315	9.779	30.633	-0.115	-0.139	0.149
O	11.869	12.441	28.552	0.203	0.111	0.154
O	17.077	15.868	27.971	-0.241	-0.069	0.093
O	17.147	13.286	28.826	-0.134	-0.02	-0.157
O	5.094	1.593	31.819	-0.168	-0.018	0.111
O	0.938	5.266	34.041	-0.186	-0.174	0.513
O	2.959	-1.771	28.301	-0.018	-0.069	0.187
O	8.647	3.424	31.331	0	0.152	0.111
O	1.277	9.992	32.39	0.077	0.146	-0.086
O	-2.11	6.084	30.564	-0.081	-0.196	0.035
O	8.639	-1.501	29.399	-0.133	0.102	-0.062
O	2.987	5.958	32.503	0.116	0.069	0.094
O	1.792	10.838	27.877	0.145	-0.055	0.097
O	5.549	6.689	32.724	0.011	0.236	-0.26
O	11.592	-0.154	31.992	-0.125	-0.022	-0.089
O	10.167	-2.29	32.53	-0.07	-0.411	0.226
O	3.489	11.168	32.972	0.085	-0.062	-0.181
O	9.563	11.503	33.022	-0.163	-0.216	0.125
O	6.557	2.697	29.922	-0.133	0.161	-0.161
O	10.644	5.577	28.469	0.12	0.057	0.239
O	9.322	12.233	28.893	0.127	-0.16	0.142
O	5.401	12.847	32.366	0.141	0.285	0.337
O	7.57	10.652	34.841	-0.319	-0.053	0.188
O	3.589	8.541	32.479	0.254	-0.095	-0.182
O	17.697	2.588	34.351	0.242	0.148	0.139
O	15.472	2.89	33.032	0.297	-0.043	0.217
O	13.487	2.321	31.347	-0.072	0.088	0.195
O	17.894	-0.97	30.439	-0.139	-0.122	0.215
O	15.859	8.788	33.863	0.044	-0.154	0.228
O	12.843	1.386	26.303	0.018	-0.042	0.003
O	12.953	4.179	32.998	0.063	0.159	0.048
O	10.234	3.879	33.265	0.202	-0.207	0.287
O	11.887	12.576	33.778	-0.054	-0.312	0.046
O	11.395	12.111	31.184	-0.09	0.096	0.232
O	12.622	7.835	29.091	0.04	0.037	-0.231
O	15.152	10.881	32.232	0.17	0.118	0.041
Si	0.035	0.007	5.479	0.004	0.004	-0.08
Si	2.706	2.745	5.446	0.035	-0.03	-0.087
Si	0.036	5.433	5.43	-0.03	0.058	-0.092
Si	2.727	8.142	5.492	-0.095	-0.038	-0.071
Si	0.062	10.875	5.491	-0.021	0.065	-0.057
Si	2.73	13.639	5.545	-0.024	-0.013	0.009
Si	5.459	0.026	5.515	0.029	0.026	-0.013
Si	8.165	2.737	5.509	0.021	-0.131	-0.015
Si	5.452	5.412	5.477	0.008	-0.04	-0.049
Si	8.196	8.136	5.606	0.067	-0.065	0.057
Si	5.439	10.941	5.557	0.014	-0.093	0.036
Si	8.169	13.705	5.511	-0.01	0.113	-0.102
Si	10.952	0.004	5.484	-0.196	0.081	-0.058
Si	13.749	2.679	5.463	-0.04	0.102	-0.044
Si	11.001	5.39	5.513	-0.061	0.075	-0.006
Si	13.714	8.125	5.49	-0.06	0.006	-0.004
Si	10.939	10.892	5.677	0.098	0.05	-0.01
Si	13.786	13.629	5.654	0.029	0.059	-0.067
Si	1.382	1.377	6.853	-0.043	0.009	-0.007
Si	4.073	4.08	6.854	0.036	0.054	-0.009
Si	1.365	6.789	6.857	0.021	0.023	0
Si	4.081	9.532	6.879	0.006	0.08	-0.017
Si	1.378	12.266	6.898	-0.022	0.036	-0.005
Si	4.102	15.037	6.877	0.023	-0.008	-0.005
Si	6.829	1.366	6.896	0.086	-0.037	0.009
Si	9.576	4.077	6.877	-0.016	0.04	-0.022
Si	6.798	6.769	6.904	0.037	0.04	0
Si	9.554	9.516	6.97	-0.002	-0.013	0.007
Si	6.814	12.329	6.897	0.008	-0.015	-0.052
Si	9.572	15.05	6.873	0.056	0.009	-0.034
Si	12.326	1.373	6.86	-0.014	-0.046	-0.085
Si	15.085	4.077	6.835	-0.006	-0.056	-0.034
Si	12.34	6.788	6.885	0.018	-0.044	-0.041
Si	15.07	9.524	6.861	0.016	-0.038	-0.049
Si	12.336	12.295	6.951	-0.012	-0.037	0.092
Si	15.124	15.06	6.926	0.012	-0.066	0.045
Si	0.033	2.735	8.237	-0.001	0.025	0
Si	2.738	0.007	8.237	-0.021	-0.019	-0.02
Si	0.031	8.175	8.243	-0.04	-0.01	0.008
Si	2.737	5.453	8.242	-0.008	-0.005	0.001
Si	0.053	13.661	8.276	-0.006	0.021	0.021
Si	2.75	10.916	8.261	-0.024	-0.051	0.017
Si	5.444	2.729	8.242	0.011	-0.003	-0.016
Si	8.205	0	8.256	0.001	-0.011	-0.002
Si	5.453	8.179	8.251	-0.003	-0.044	0.003
Si	8.205	5.441	8.258	0.041	0.034	-0.018
Si	5.457	13.685	8.268	0.065	-0.008	0.001
Si	8.182	10.941	8.262	0.027	0.006	0.019
Si	10.954	2.726	8.247	-0.021	-0.045	-0.009
Si	13.698	0.01	8.24	-0.038	0.011	0.018
Si	10.973	8.161	8.273	-0.015	0.022	-0.002
Si	13.719	5.431	8.235	-0.034	0.021	0.01
Si	10.942	13.682	8.255	-0.035	-0.004	0.022
Si	13.719	10.907	8.258	-0.004	0.019	0.007
Si	1.387	4.094	9.622	-0.004	0.003	-0.005
Si	4.094	1.362	9.621	0.027	-0.003	0.005
Si	1.387	9.556	9.623	0.018	0.036	-0.003
Si	4.088	6.829	9.62	0.013	0.019	-0.01
Si	1.41	15.035	9.634	0.005	-0.029	0.021
Si	4.108	12.3	9.63	0.012	0.014	0
Si	6.817	4.088	9.615	0.023	-0.005	-0.01
Si	9.581	1.36	9.614	0.025	-0.016	-0.02
Si	6.813	9.569	9.618	0.007	0.006	0.003
Si	9.568	6.826	9.62	0.032	-0.01	0.011
Si	6.835	15.036	9.631	0.027	0.003	0.002
Si	9.567	12.308	9.615	0.011	-0.009	-0.003
Si	12.333	4.091	9.613	-0.019	0.013	-0.015
Si	15.073	1.369	9.608	-0.008	0.023	-0.014
Si	12.334	9.559	9.623	0.016	-0.024	0.016
Si	15.066	6.817	9.612	-0.023	-0.01	-0.01
Si	12.332	15.039	9.607	-0.021	0.009	-0.015
Si	15.077	12.293	9.623	-0.021	-0.005	0.006

Results
total energy: -115445.096 eV
total energy less fixed offsets of O -438.04, Si -107.15 eV per atom: 9.644 eV
